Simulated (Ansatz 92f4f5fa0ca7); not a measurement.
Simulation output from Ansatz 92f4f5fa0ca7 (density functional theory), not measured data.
Periodic cell of 285 atoms, Si195O90, from a study of silicon, its oxide and their interface. The atomic structure is a simulated model.
Doubt: the cutoff is far below the 930 eV that the study's wrapper takes by default for these files, so forces and energies are approximate.

Settings
functional: PBE
potential files: Ansatz PAW
basis: plane waves
wave-function cutoff: 580 eV
density cutoff ratio: 5
exchange-correlation grid ratio: 1
k mesh: 1 x 1 x 1, Gamma-centred
self-consistency stop: 5e-08 eV per atom in the density residual
occupations: fixed
spin: none
net charge: 0

Cell vectors (angstrom)
a	11.6015	0	0
b	0	10.938	0
c	0	0	40.3979

Atoms: element, x, y, z (angstrom)
Si	0	0	0.9665
Si	3.8672	0	0.9665
Si	7.7343	0	0.9665
Si	1.9336	1.3673	0.9665
Si	5.8008	1.3673	0.9665
Si	9.6679	1.3673	0.9665
Si	0	5.469	0.9665
Si	3.8672	5.469	0.9665
Si	7.7343	5.469	0.9665
Si	1.9336	6.8362	0.9665
Si	5.8008	6.8362	0.9665
Si	9.6679	6.8362	0.9665
Si	1.9336	2.7345	39.4308
Si	5.8008	2.7345	39.4308
Si	9.6679	2.7345	39.4308
Si	0	4.1018	39.4308
Si	3.8672	4.1018	39.4308
Si	7.7343	4.1018	39.4308
Si	1.9336	8.2035	39.4308
Si	5.8008	8.2035	39.4308
Si	9.6679	8.2035	39.4308
Si	0	9.5708	39.4308
Si	3.8672	9.5708	39.4308
Si	7.7343	9.5708	39.4308
Si	0	0	4.8337
Si	3.8672	0	4.8337
Si	7.7343	0	4.8337
Si	1.9336	1.3673	4.8337
Si	5.8008	1.3673	4.8337
Si	9.6679	1.3673	4.8337
Si	0	5.469	4.8337
Si	3.8672	5.469	4.8337
Si	7.7343	5.469	4.8337
Si	1.9336	6.8362	4.8337
Si	5.8008	6.8362	4.8337
Si	9.6679	6.8362	4.8337
Si	1.9336	2.7345	2.9001
Si	5.8008	2.7345	2.9001
Si	9.6679	2.7345	2.9001
Si	0	4.1018	2.9001
Si	3.8672	4.1018	2.9001
Si	7.7343	4.1018	2.9001
Si	1.9336	8.2035	2.9001
Si	5.8008	8.2035	2.9001
Si	9.6679	8.2035	2.9001
Si	0	9.5708	2.9001
Si	3.8672	9.5708	2.9001
Si	7.7343	9.5708	2.9001
Si	-0.0534	0.2339	29.0401
Si	3.4594	0.2266	29.6453
Si	8.858	0.7482	30.4074
Si	1.6434	1.745	29.6263
Si	4.739	2.2022	29.4158
Si	7.045	1.161	28.0048
Si	-2.2964	5.8217	28.7164
Si	3.3602	6.4269	30.3189
Si	6.0157	8.5077	31.5765
Si	1.5461	5.9387	28.9056
Si	7.2379	5.4327	29.725
Si	11.0987	6.012	30.1809
Si	1.7306	2.9286	31.7015
Si	5.5603	2.9476	31.6045
Si	9.4225	2.7026	31.7324
Si	-0.275	4.1968	31.7029
Si	3.6569	4.4235	31.7553
Si	7.5446	4.194	31.6929
Si	2.3509	8.1114	31.7662
Si	5.6381	7.1717	29.707
Si	10.0486	7.9261	31.629
Si	0.3078	9.3308	31.5769
Si	3.982	9.8045	31.5876
Si	8.221	9.6141	31.6022
Si	0.0261	-0.0114	33.4677
Si	3.8587	0.1156	33.5715
Si	7.7953	-0.0246	33.586
Si	1.8953	1.4464	33.5871
Si	5.814	1.4214	33.5003
Si	9.6793	1.3981	33.6675
Si	0.0075	5.4615	33.6897
Si	3.8969	5.5685	33.7717
Si	7.7011	5.5457	33.6346
Si	1.964	6.8855	33.7283
Si	5.8175	7.0143	33.5511
Si	9.7	6.8356	33.6755
Si	1.9523	2.7412	35.5688
Si	5.8409	2.7098	35.5199
Si	9.688	2.7558	35.5875
Si	0.0266	4.0998	35.5986
Si	3.9162	4.0839	35.5964
Si	7.7417	4.1254	35.5504
Si	1.9259	8.2709	35.6097
Si	5.7979	8.2423	35.5691
Si	9.6711	8.2425	35.5726
Si	0.0009	9.6333	35.5067
Si	3.8708	9.6323	35.5252
Si	7.7239	9.6	35.56
Si	0	0	37.4972
Si	3.8672	0	37.4972
Si	7.7343	0	37.4972
Si	1.9336	1.3673	37.4972
Si	5.8008	1.3673	37.4972
Si	9.6679	1.3673	37.4972
Si	0	5.469	37.4972
Si	3.8672	5.469	37.4972
Si	7.7343	5.469	37.4972
Si	1.9336	6.8362	37.4972
Si	5.8008	6.8362	37.4972
Si	9.6679	6.8362	37.4972
Si	1.9106	2.7214	6.7639
Si	5.7761	2.7137	6.7857
Si	9.6378	2.7153	6.779
Si	-0.0288	4.0807	6.7535
Si	3.8484	4.0863	6.7605
Si	7.7045	4.085	6.7777
Si	1.9146	8.202	6.7508
Si	5.779	8.1773	6.7903
Si	9.633	8.1852	6.7567
Si	-0.0358	9.5501	6.7477
Si	3.8549	9.5602	6.7575
Si	7.7076	9.5535	6.7592
Si	-0.068	-0.0312	8.6728
Si	3.8315	-0.0225	8.6939
Si	7.6926	-0.0343	8.6988
Si	1.873	1.3115	8.666
Si	5.7749	1.347	8.7414
Si	9.6117	1.3695	8.7441
Si	-0.0409	5.446	8.6824
Si	3.83	5.4236	8.7161
Si	7.6704	5.4039	8.7539
Si	1.8955	6.8012	8.6556
Si	5.769	6.8042	8.7474
Si	9.5931	6.7839	8.6641
Si	1.8118	2.6049	10.6223
Si	5.7613	2.6357	10.7584
Si	9.6079	2.8189	10.6606
Si	-0.0274	4.1308	10.6545
Si	3.789	3.9421	10.6103
Si	7.635	4.1418	10.805
Si	1.875	8.121	10.5972
Si	5.7863	8.126	10.7372
Si	9.561	8.1268	10.5971
Si	-0.0951	9.4686	10.5586
Si	3.8426	9.4571	10.5648
Si	7.6652	9.641	10.6955
Si	-0.4906	-0.2967	12.5027
Si	3.916	-0.2185	12.4949
Si	7.7159	0.2411	12.6264
Si	2.0936	1.1826	12.5628
Si	5.6146	1.325	12.7671
Si	9.7059	1.5254	12.579
Si	-0.0057	5.465	12.6154
Si	3.8155	5.2711	12.5245
Si	7.6687	5.5245	12.8168
Si	1.9787	6.7155	12.4874
Si	5.62	6.753	12.7189
Si	9.6479	6.806	12.5734
O	3.8042	9.8841	13.9485
O	3.8132	4.4871	14.0299
O	-4.0561	3.7365	16.7537
O	10.0191	-0.9282	15.4764
O	5.0398	7.5573	14.1098
O	12.5191	0.2377	13.2266
O	7.8012	4.578	14.2242
O	2.4171	2.3021	13.725
O	0.1769	4.4767	13.9637
O	8.0786	10.0133	13.7839
O	2.2989	7.6812	13.8196
O	10.3128	13.1693	13.9864
O	11.7524	10.8698	27.4364
O	9.3049	4.5126	27.6462
O	6.8092	4.2605	28.5563
O	5.994	8.2037	28.4023
O	3.4789	10.4084	28.1421
O	11.8057	-1.1069	29.9538
O	-6.0859	1.7186	28.0361
O	7.8964	2.2737	27.1428
O	7.1421	10.5579	27.4792
O	3.9164	3.5954	28.9685
O	-1.6525	0.5941	29.1631
O	9.3031	7.2532	27.8862
Si	5.5998	11.5575	18.7519
Si	3.678	2.9369	14.5478
Si	-1.3798	5.8443	19.9373
Si	6.4465	9.1104	27.122
Si	10.5848	11.1538	21.5341
Si	0.5417	2.2108	22.9976
Si	5.9095	6.3024	22.2285
Si	3.6466	8.3442	14.4818
Si	7.8669	4.1924	20.8422
Si	1.9226	6.8892	26.7638
Si	2.9177	9.8633	21.473
Si	1.8402	10.808	24.2997
Si	2.0428	8.4718	17.0501
Si	14.5214	-4.2698	21.2069
Si	1.537	5.6487	18.6241
Si	-0.5127	3.342	14.9143
Si	7.809	3.9082	27.2891
Si	10.4428	8.2154	22.0631
Si	6.8682	2.4647	23.3024
Si	2.3431	3.7021	28.3772
Si	9.0959	7.8826	26.3997
Si	6.0139	4.8488	24.9584
Si	1.8491	2.8302	17.0075
Si	3.5628	9.6982	26.6731
Si	3.0423	5.0262	25.8217
Si	7.5224	-2.1578	21.6427
Si	10.9492	10.4859	26.0683
Si	9.5853	1.3939	24.1278
Si	-2.7594	-3.8182	17.4591
Si	12.9698	5.0045	23.2508
Si	9.6218	0.4799	18.548
Si	10.8437	9.456	16.7367
Si	7.375	-1.6938	18.6178
Si	8.4426	4.6217	15.7197
Si	7.6917	2.7242	18.0145
Si	-1.9484	-1.4152	13.9659
Si	11.1334	6.8138	24.6623
Si	5.7679	0.2375	21.7239
Si	2.5648	11.1991	18.6891
O	7.4661	-2.9315	17.5784
O	9.4477	4.6709	20.7973
O	6.5062	1.6111	17.8467
O	9.9521	4.048	15.8294
O	6.8648	5.4253	21.2315
O	2.3806	10.9068	20.3065
O	-1.8596	7.8921	13.8644
O	3.3521	8.3244	16.094
O	3.2493	2.8111	16.1328
O	2.3266	9.6962	18.0951
O	2.801	8.2634	26.7939
O	1.7088	1.5318	18.0503
O	1.1305	3.6141	22.4389
O	7.124	-0.6234	21.9351
O	5.9102	-0.9908	18.5859
O	2.9741	10.6098	25.4464
O	0.0273	5.4191	19.2274
O	0.5668	2.748	15.9946
O	4.683	5.1121	25.8533
O	-1.4685	8.1095	17.3399
O	1.748	6.2166	22.2455
O	8.076	1.9619	24.2732
O	11.232	7.8798	23.4362
O	1.636	1.4654	23.9661
O	-0.0155	5.3692	24.0503
O	9.6033	6.8199	25.2528
O	1.8727	4.2664	17.8178
O	11.8283	1.2507	21.7127
O	7.3	4.7128	25.9506
O	7.4842	12.0906	29.5784
O	4.4741	10.2215	21.7677
O	-0.9924	-3.8704	20.9322
O	0.4355	10.2206	24.8873
O	2.602	4.76	24.2766
O	10.7434	2.5161	23.8121
O	9.6309	0.3488	22.8583
O	5.8988	3.4699	24.1124
O	7.5271	8.285	26.1986
O	5.8289	1.0418	20.3084
O	5.1152	9.4201	26.2391
O	7.4783	3.5571	19.3982
O	2.507	3.7324	26.7132
O	2.1433	10.0313	22.8969
O	-2.4401	1.957	18.0093
O	-6.5319	2.1349	14.1731
O	4.3496	6.1505	21.7901
O	2.6381	5.8792	19.8074
O	9.1312	6.2248	18.7875
O	6.2694	7.867	22.0579
O	4.0611	0.7784	18.3306
O	-2.7371	-2.5667	22.4497
O	5.7812	1.3236	22.913
O	10.0332	9.19	26.3209
O	-3.0584	6.1749	16.1876
O	10.9153	10.6952	17.8365
O	6.1746	5.9999	23.8131
O	9.9426	0.721	25.5634
O	8.4017	-0.5224	18.2013
O	0.7219	-1.942	16.242
O	7.8217	8.6319	20.0536
O	7.6501	3.0636	21.9964
O	1.6604	7.0126	17.7065
O	11.0521	9.5939	21.4247
O	0.5404	7.1703	25.8995
O	2.83	8.2934	21.0062
O	9.8284	0.614	20.1555

Results
free energy: -175141.564 eV
free energy less fixed offsets of O -568.88, Si -635.61 eV per atom: 1.586 eV

Forces (eV/angstrom), in the order of the atoms: element, x, y, z
Si	0.0034	0.0622	-0.0139
Si	-0.0024	0.0501	-0.0119
Si	0.0027	0.0301	-0.002
Si	0.0005	-0.0287	-0.0091
Si	0.0016	-0.0714	-0.0007
Si	-0.0076	-0.0213	0.0047
Si	0.0036	0.029	-0.008
Si	-0.005	0.0156	0.0027
Si	-0.0065	0.0599	-0.003
Si	-0.005	-0.0061	0.0231
Si	-0.0059	-0.0654	0.0123
Si	0.0132	-0.037	0.0081
Si	0.0043	0.0427	-0.0149
Si	-0.0068	0.103	-0.0512
Si	-0.0004	0.0136	-0.0078
Si	-0.0041	-0.0082	0.0345
Si	-0.0113	0.027	0.0517
Si	0.0089	-0.0367	0.0298
Si	0.0268	-0.0304	0.035
Si	0.0093	0.0551	0.007
Si	-0.0074	0.0297	0.0115
Si	0.0065	-0.1075	-0.0517
Si	0.0037	-0.0768	-0.0277
Si	0.0129	-0.0376	-0.02
Si	-0.0488	0.0156	-0.0672
Si	0.0144	0.0333	-0.0367
Si	-0.0355	-0.0031	-0.0111
Si	-0.0034	-0.0691	-0.0535
Si	-0.0262	-0.1147	0.0755
Si	-0.0336	-0.1019	0.0544
Si	-0.0295	0.0138	-0.0069
Si	-0.0092	0.0023	0.0179
Si	-0.0296	0.0046	0.119
Si	-0.0157	-0.0691	-0.0881
Si	-0.0117	-0.0954	0.077
Si	-0.0387	-0.1294	-0.0934
Si	-0.0114	0.0143	-0.0075
Si	-0.0059	0.0736	0.0167
Si	-0.0042	0.0383	0.0188
Si	-0.0008	-0.0224	-0.0065
Si	-0.0132	-0.0158	-0.0011
Si	-0.0082	-0.0586	0.0121
Si	-0.0077	0.0015	-0.0263
Si	-0.0066	0.0666	0.0043
Si	-0.0104	0.029	-0.0107
Si	0.0019	-0.0347	-0.0126
Si	-0.0174	-0.0392	0.0071
Si	-0.0092	-0.0257	0.0071
Si	-0.2079	0.2293	-0.2911
Si	-0.1197	0.3075	-0.4485
Si	-0.1412	0.0738	-0.8077
Si	-0.4345	-0.0359	0.042
Si	0.3741	0.0778	0.538
Si	0.0805	-0.0186	-0.159
Si	0.2595	0.184	-0.2699
Si	0.1682	-0.0031	0.2626
Si	0.1057	0.18	0.2233
Si	-0.0825	-0.1043	0.1254
Si	0.0114	-0.5068	-0.4441
Si	-0.1913	0.05	0.0124
Si	0.1404	0.1399	-0.0945
Si	-0.1778	-0.0353	-0.2954
Si	0.0081	0.1105	0.1385
Si	0.0963	-0.2477	0.0493
Si	-0.0339	0.0487	-0.044
Si	-0.0169	-0.1231	0.4239
Si	0.1308	-0.0429	-0.2726
Si	-0.0715	0.6239	-0.2699
Si	0.0996	-0.0782	0.1706
Si	0.0132	-0.094	-0.3916
Si	0.1978	-0.0151	0.0882
Si	-0.1306	-0.0358	-0.0561
Si	0.2178	0.0347	-0.0951
Si	0.1099	0.083	0.0849
Si	0.051	0.0004	0.1737
Si	-0.0935	0.0854	-0.1297
Si	-0.1113	-0.012	-0.1753
Si	-0.1161	-0.0562	0.0346
Si	-0.1571	0.1379	0.0499
Si	-0.1522	0.102	-0.1757
Si	-0.0079	0.1185	-0.1365
Si	-0.0044	-0.2266	0.1835
Si	0.1022	-0.1061	0.0008
Si	0.0182	-0.2011	0.0282
Si	0.0201	0.0538	-0.012
Si	0.1094	0.038	0.0502
Si	0.0679	0.0011	0.0447
Si	0.0482	-0.069	-0.0272
Si	-0.0044	0.003	-0.0856
Si	-0.0375	-0.0517	-0.072
Si	-0.067	0.0352	-0.0586
Si	-0.0482	0.0985	-0.0933
Si	0.0022	0.103	-0.0883
Si	-0.0888	-0.1401	0.0271
Si	-0.0655	-0.086	-0.0973
Si	0.0166	-0.0252	-0.0077
Si	-0.0627	0.2108	-0.2284
Si	-0.0126	0.1567	-0.0519
Si	-0.0062	0.1359	0.0579
Si	0.0671	-0.0429	0.0304
Si	0.0712	-0.0522	-0.1632
Si	-0.018	0.0317	0.1598
Si	0.0291	0.1454	0.1416
Si	0.0924	-0.0162	0.1569
Si	0.0105	0.0659	-0.0379
Si	-0.0426	0.0988	0.0497
Si	-0.0606	0.0237	-0.1158
Si	0.0289	0.0575	-0.0633
Si	0.0026	0.0163	0.0208
Si	0.0208	0.0416	0.0364
Si	-0.0161	0.0429	0.0449
Si	-0.0334	-0.0484	0.0691
Si	0.0193	-0.0075	0.0557
Si	-0.0096	-0.0727	0.0741
Si	0.0149	0.0396	0.0847
Si	-0.0265	0.0492	0.0651
Si	0.0004	0.0255	0.027
Si	-0.033	-0.0361	0.0042
Si	0.0121	-0.0362	0.0016
Si	-0.0045	0.0057	0.0081
Si	0.0294	0.0142	0.1262
Si	0.1057	0.0663	0.0668
Si	0.007	0.1087	0.031
Si	-0.0273	-0.0168	0.0401
Si	0.0076	-0.1298	0.0774
Si	-0.0414	-0.0632	-0.0063
Si	0.0267	0.1355	0.0908
Si	0.0166	0.0263	0.1634
Si	-0.0524	0.1299	0.0555
Si	-0.0248	-0.1085	0.005
Si	0.0907	-0.0957	0.0248
Si	-0.0599	-0.1065	0.0902
Si	0.0708	-0.0331	0.117
Si	-0.0105	0.234	-0.1615
Si	0.0167	0.3831	-0.0788
Si	-0.0597	-0.1848	-0.2443
Si	0.0138	-0.1456	-0.0754
Si	-0.0612	-0.0594	-0.1897
Si	0.0646	0.1641	-0.0885
Si	0.0449	0.1674	-0.1153
Si	-0.0064	0.2737	-0.0525
Si	0.0305	-0.2417	-0.3298
Si	-0.0649	-0.3058	-0.1026
Si	-0.0152	-0.0542	-0.1202
Si	0.155	-0.0573	0.1712
Si	-0.0933	-0.2963	0.314
Si	-0.0085	-0.2547	0.1778
Si	0.1002	0.5373	0.1217
Si	-0.1171	0.2331	0.3722
Si	0.2221	0.4335	0.0473
Si	0.2217	-0.3257	0.3525
Si	0.0928	-0.379	0.1894
Si	0.113	-0.1872	0.3887
Si	-0.0374	0.2261	0.2186
Si	-0.2541	0.148	0.3249
Si	-0.1846	0.3753	0.3338
O	0.0978	-0.043	-0.1375
O	0.0841	0.1407	-0.1569
O	-0.0218	0.0699	-0.1999
O	-0.1931	0.1575	-0.3228
O	0.306	-0.1961	-0.3858
O	-0.2917	-0.09	-0.2619
O	-0.127	0.1562	-0.68
O	-0.0271	-0.0279	-0.1088
O	-0.0244	0.2165	-0.3496
O	-0.0038	-0.0301	-0.0484
O	-0.0507	-0.0995	-0.2152
O	-0.1442	-0.0789	-0.2668
O	0.1522	-0.0513	0.1475
O	-0.0666	0.2867	0.3685
O	-0.0386	0.097	0.0378
O	-0.1404	-0.3493	0.5103
O	0.0014	-0.0857	0.1108
O	0.1532	0.0032	0.536
O	0.1071	0.0695	-0.1575
O	-0.0915	-0.0223	0.0268
O	0.0117	0.0573	0.029
O	-0.164	-0.2684	0.0595
O	-0.0142	-0.0439	0.4567
O	0.0407	-0.1643	0.0546
Si	-0.06	-0.0863	0.0219
Si	-0.3245	-0.047	0.1529
Si	0.1268	0.0159	-0.0617
Si	0.1131	0.0398	-0.372
Si	-0.0609	-0.0136	-0.1179
Si	-0.1059	-0.0125	-0.0597
Si	0.064	0.0062	-0.0772
Si	-0.1579	0.1899	0.2916
Si	0.0225	-0.0676	-0.0133
Si	-0.0928	-0.0183	-0.1566
Si	0.011	0.082	-0.215
Si	-0.1847	0.1133	-0.1466
Si	-0.2399	0.0497	0.3393
Si	-0.0554	0.0457	-0.2207
Si	-0.0348	0.0239	-0.0834
Si	0.046	-0.1548	0.3558
Si	-0.0251	-0.0935	-0.1466
Si	-0.0006	0.0632	-0.2198
Si	0.1258	-0.0076	-0.0939
Si	0.07	-0.3419	-0.1089
Si	0.059	-0.1168	-0.1196
Si	-0.0141	-0.1088	-0.3864
Si	0.0093	0.0498	0.4127
Si	0.0435	0.1493	-0.0455
Si	0.1146	-0.145	-0.0234
Si	0.083	0.0602	-0.1264
Si	-0.0707	0.1164	-0.1362
Si	0.0596	0.0123	-0.1281
Si	-0.0302	0.1252	0.0946
Si	-0.1349	-0.079	-0.1672
Si	-0.0352	-0.011	0.1234
Si	0.2509	-0.19	0.4952
Si	-0.087	0.0801	-0.0126
Si	0.071	0.067	0.5504
Si	0.1106	-0.2319	0.1479
Si	0.0123	-0.1377	0.3909
Si	-0.0977	-0.0935	-0.0835
Si	0.0222	0.0974	-0.1654
Si	0.0124	-0.0769	-0.0632
O	0.1012	-0.0866	-0.004
O	-0.0338	-0.0017	0.0403
O	0.0312	0.0843	-0.055
O	0.0429	0.0124	-0.1901
O	-0.0616	0.0465	0.0222
O	0.0137	-0.0248	0.1468
O	-0.0227	-0.4531	-0.1802
O	0.2259	-0.0162	-0.3944
O	0.2382	0.0545	-0.3777
O	0.0461	-0.0725	-0.114
O	-0.1321	0.0464	-0.0398
O	0.0225	0.0661	-0.12
O	0.0544	0.0815	0.0285
O	-0.0038	-0.0238	0.0633
O	0.0616	-0.0384	0.0311
O	0.0788	-0.0794	0.215
O	-0.052	-0.0189	0.0283
O	-0.1944	0.0224	-0.3839
O	-0.1443	0.0542	0.1517
O	-0.0365	0.0696	-0.121
O	-0.0007	-0.0143	0.1313
O	-0.02	-0.0092	0.0558
O	0.0459	0.0042	0.1258
O	0.0913	-0.024	0.0784
O	0.0184	0.0412	0.0745
O	0.0544	0.0204	0.0524
O	-0.0181	-0.0949	-0.1031
O	0.0391	0.0102	0.0756
O	0.0199	-0.0874	0.209
O	0.0984	0.0464	0.3614
O	-0.0051	-0.0824	0.0923
O	-0.0165	-0.0086	0.0567
O	0.0196	-0.1018	0.0665
O	0.0939	0.0454	0.0479
O	0.0324	-0.0777	-0.0173
O	-0.0156	0.0166	0.0752
O	-0.0406	0.0695	0.1099
O	-0.1493	0.0278	0.1738
O	0.0224	0.0173	0.0568
O	-0.0397	-0.0545	0.092
O	-0.015	0.0599	-0.0601
O	-0.0471	0.0421	0.2824
O	0.0115	-0.0169	0.1521
O	-0.0632	0.0722	-0.065
O	0.3993	-0.1582	-0.3922
O	0.069	-0.0478	0.0571
O	0.0925	0.0163	0.1341
O	-0.0796	0.0109	-0.0951
O	-0.0601	-0.0488	0.0619
O	0.028	0.0172	0.0077
O	-0.0256	-0.0225	0.0854
O	0.0262	0.0228	0.0766
O	0.0425	-0.0031	0.0385
O	-0.0146	-0.0112	-0.2141
O	-0.0418	-0.0415	-0.1417
O	-0.0132	-0.015	0.1373
O	0.0044	-0.0173	0.0574
O	-0.0033	-0.0011	-0.0361
O	-0.0489	0.05	-0.1144
O	-0.045	-0.0465	-0.0107
O	-0.0441	0.0372	0.0611
O	0.0266	0.039	-0.0325
O	-0.0149	-0.0527	0.0753
O	0.2661	0.0764	0.078
O	0.0302	-0.0674	0.0416
O	-0.0328	0.0255	-0.0151

The program warned: the cutoff lies below the one the program advises for these potential files; the exchange-correlation potential is rough where the density is thin.
